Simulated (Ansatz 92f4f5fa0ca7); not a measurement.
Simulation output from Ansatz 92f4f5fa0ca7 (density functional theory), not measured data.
Periodic cell of 227 atoms, Si133O92As1H1, from a study of silicon, its oxide and their interface. The atomic structure is a simulated model.
Doubt: the cutoff is low for norm-conserving oxygen, so forces and energies are approximate.
Doubt: the program's own warning below bears on the result.

Settings
functional: HSE06
potential files: SPMS norm-conserving
basis: plane waves
wave-function cutoff: 800 eV
density cutoff ratio: 4
exchange-correlation grid ratio: 1
k mesh: 1 x 1 x 1, Gamma-centred
occupations: fixed
spin: none
net charge: 0

Cell vectors (angstrom)
a, 10.938, 0, 0
b, 0, 10.938, 0
c, 0, 0, 32.2014

Atoms: element, x, y, z (angstrom)
Si, 0.2311, -0.3622, 24.8426
Si, 5.5375, -0.313, 24.6785
Si, 2.5783, 2.9067, 24.7238
Si, 8.0047, 3.1278, 24.5624
Si, 0.1978, 5.0365, 24.6905
Si, 5.6644, 5.3075, 24.8144
Si, 2.4521, 8.2552, 24.9306
Si, 7.8615, 8.4469, 24.6407
Si, 1.392, 1.3176, 26.0331
Si, 6.826, 1.3676, 25.8156
Si, 4.0829, 4.1051, 26.0715
Si, 9.5539, 4.0308, 26.0972
Si, 1.2169, 6.7092, 26.0936
Si, 6.8615, 6.8513, 26.0815
Si, 4.0918, 9.4746, 26.1248
Si, 9.4724, 9.5284, 26.0413
Si, 2.7603, -0.0109, 27.4319
Si, 8.1651, 0.0521, 27.3561
Si, 0.0173, 2.6766, 27.4242
Si, 5.495, 2.7039, 27.3565
Si, 2.7172, 5.4669, 27.4339
Si, 8.2375, 5.4785, 27.4298
Si, -0.0688, 8.1813, 27.4226
Si, 5.4869, 8.1673, 27.4643
Si, 4.1018, 1.3673, 28.7831
Si, 9.5708, 1.3673, 28.7831
Si, 1.3673, 4.1018, 28.7831
Si, 6.8362, 4.1018, 28.7831
Si, 4.1018, 6.8362, 28.7831
Si, 9.5708, 6.8362, 28.7831
Si, 1.3673, 9.5708, 28.7831
Si, 6.8362, 9.5708, 28.7831
Si, 0, 0, 30.1504
Si, 5.469, 0, 30.1504
Si, 2.7345, 2.7345, 30.1504
Si, 8.2035, 2.7345, 30.1504
Si, 0, 5.469, 30.1504
Si, 5.469, 5.469, 30.1504
Si, 2.7345, 8.2035, 30.1504
Si, 8.2035, 8.2035, 30.1504
Si, 1.3673, 1.3673, 31.5176
Si, 6.8362, 1.3673, 31.5176
Si, 4.1018, 4.1018, 31.5176
Si, 9.5708, 4.1018, 31.5176
Si, 1.3673, 6.8362, 31.5176
Si, 6.8362, 6.8362, 31.5176
Si, 4.1018, 9.5708, 31.5176
Si, 9.5708, 9.5708, 31.5176
Si, 2.7345, 0, 0.6835
Si, 8.2035, 0, 0.6835
Si, 0, 2.7345, 0.6835
Si, 5.469, 2.7345, 0.6835
Si, 2.7345, 5.469, 0.6835
Si, 8.2035, 5.469, 0.6835
Si, 0, 8.2035, 0.6835
Si, 5.469, 8.2035, 0.6835
Si, 4.1018, 1.3673, 2.0507
Si, 9.5708, 1.3673, 2.0507
Si, 1.3673, 4.1018, 2.0507
Si, 6.8362, 4.1018, 2.0507
Si, 4.1018, 6.8362, 2.0507
Si, 9.5708, 6.8362, 2.0507
Si, 1.3673, 9.5708, 2.0507
Si, 6.8362, 9.5708, 2.0507
Si, 0, 0, 3.418
Si, 5.469, 0, 3.418
Si, 2.7345, 2.7345, 3.418
Si, 8.2035, 2.7345, 3.418
Si, 0, 5.469, 3.418
Si, 5.469, 5.469, 3.418
Si, 2.7345, 8.2035, 3.418
Si, 8.2035, 8.2035, 3.418
Si, 1.3808, 1.367, 4.6969
Si, 6.8511, 1.3783, 4.7776
Si, 4.0974, 4.1215, 4.7631
Si, 9.5609, 4.1449, 4.7896
Si, 1.3447, 6.8599, 4.8608
Si, 6.8232, 6.8776, 4.7651
Si, 4.0956, 9.5638, 4.7869
Si, 9.5943, 9.5516, 4.8401
Si, 2.7338, 0.0426, 6.0789
Si, 8.2316, 0.0622, 6.1625
Si, 0.0726, 2.7661, 6.0289
Si, 5.542, 2.8127, 6.1046
Si, 2.7454, 5.4759, 6.1781
Si, 8.2707, 5.6194, 6.1457
Si, 0.0325, 8.2243, 6.3597
Si, 5.4467, 8.2131, 6.1777
Si, 3.9097, 1.6517, 7.3006
Si, 9.9141, 1.2329, 7.3699
Si, 1.625, 3.8231, 7.4422
Si, 6.7062, 4.4473, 7.3783
Si, 4.3603, 6.5616, 7.5039
Si, 9.2587, 7.1751, 7.7113
Si, 1.2051, 9.9393, 7.5419
Si, 7.0042, 9.4474, 7.4322
O, 5.5132, 5.4512, 7.9114
O, 0.0211, 0.0871, 7.9371
O, 2.7908, 2.7293, 7.8403
O, 8.1529, 8.3744, 7.8921
O, 1.384, 9.4337, 24.5173
O, 6.7459, 4.1659, 24.3312
O, 6.697, 9.5426, 24.1824
O, 1.4259, 4.0051, 24.2979
O, 6.3328, 10.0246, 8.8256
O, 0.9648, 4.2339, 8.8999
O, 1.9548, 9.5462, 8.9536
O, 7.5664, 4.0489, 8.7297
O, 9.4761, 6.7121, 9.3078
O, 4.5206, 0.9739, 8.6537
O, 3.7304, 7.0446, 8.941
O, 9.5303, 2.1579, 8.6766
O, 4.6452, 0.124, 23.3573
O, 8.762, 3.1843, 23.0531
O, 10.4287, 5.2926, 23.211
O, 5.1821, 6.0634, 23.4313
O, 8.4506, 7.8184, 23.2403
O, 3.29, 2.3773, 23.3255
O, 2.9032, 7.4379, 23.5836
O, 10.6136, 0.0529, 23.3413
Si, -0.4354, 9.1302, 12.3532
Si, 9.0995, 2.676, 14.774
Si, 4.1053, 12.0706, 14.302
Si, -0.018, 11.5967, 13.6402
Si, 10.3678, 4.872, 16.6115
Si, 2.1938, 4.817, 14.9164
Si, 11.0652, 3.8017, 19.4977
Si, 3.5255, 0.9742, 22.5136
Si, 2.0675, 9.494, 10.5807
Si, 0.1946, -3.0039, 20.6183
As, 7.4217, 2.5749, 19.963
Si, 8.194, 2.7123, 9.4101
Si, 4.6281, -0.4224, 11.786
Si, 8.7209, 6.9588, 10.7669
Si, 1.3432, 4.3, 10.486
Si, 4.9916, 11.3723, 19.8836
Si, 11.5183, -0.2379, 21.9995
Si, 3.3891, 6.7588, 10.5175
Si, 9.4, 4.4729, 22.2184
Si, 3.5216, 7.494, 15.4106
Si, 4.8071, 3.3625, 15.9463
Si, 9.348, 4.1219, 11.8682
Si, -0.7087, 0.9912, 19.3633
Si, 15.6412, 0.7894, 17.0595
Si, 6.5015, 4.831, 17.7885
Si, 0.9418, -1.7515, 14.9056
Si, 12.7881, 2.665, 12.6604
Si, 2.19, 5.6668, 20.5209
Si, 15.1913, 6.6409, 18.4365
Si, 6.4897, -2.5746, 14.546
Si, 5.5646, 8.3864, 20.5244
Si, 8.356, 7.1307, 16.8506
Si, 5.9666, 7.6163, 11.6465
Si, 7.4252, 0.2092, 15.5694
Si, 8.3032, 7.2192, 21.7215
Si, 3.96, 6.7196, 22.5943
Si, 5.8883, 0.5472, 9.4014
Si, 9.742, -1.2048, 17.1859
O, 9.54, 7.7226, 20.8074
O, 6.0201, 15.3594, 16.2525
O, 11.6137, -1.8048, 21.601
O, 7.3129, 14.5544, 18.4938
O, 5.61, 10.0053, 20.5164
O, 8.7671, -0.228, 16.341
O, 7.096, 1.566, 9.1406
O, 0.9661, -4.3649, 21.0789
O, 6.6793, -3.3404, 13.1125
O, 12.5593, 4.2334, 20.0108
O, 0.5243, -2.7202, 19.0457
O, 0.5996, 9.6953, 11.2264
O, -1.4831, 8.1478, 11.6172
O, 1.7174, 4.0313, 13.5673
O, 5.2412, 9.0529, 11.4972
O, 3.2767, 5.5082, 21.7259
O, 7.1557, 7.3894, 10.548
O, 4.2095, 0.1025, 18.4645
O, -0.5621, 10.6563, 18.3691
O, 2.098, 0.2368, 22.3411
O, -1.0889, 10.5266, 12.974
O, 4.7128, -0.0424, 13.3598
O, 7.4271, 7.5725, 15.5985
O, 3.7222, 0.4716, 15.7639
O, -2.2422, -5.3361, 11.6742
O, 4.6663, 13.3492, 17.2677
O, 2.2041, 3.0494, 11.1125
O, 2.6045, 8.0543, 11.0836
O, 9.1415, 3.5947, 13.4048
O, 5.1145, -3.0513, 19.0383
O, 9.6526, 6.303, 16.3135
O, 5.1246, 5.265, 18.5834
O, 9.386, 3.6825, 16.036
O, -0.61, 1.6096, 14.8045
O, 6.9889, -11.9408, 14.5258
O, 2.3714, 8.6304, 15.3995
O, 6.2113, 11.2481, 16.6556
O, 10.892, 4.3325, 11.3522
O, 14.7608, -3.9698, 16.9181
O, 5.6019, 0.6048, 10.9909
O, 6.9807, 7.7565, 20.9676
O, 7.7686, 1.6997, 14.9109
O, 10.0656, 14.8541, 20.8179
O, 1.1653, 10.7113, 14.3424
O, 2.3231, 5.5668, 10.705
O, 13.8309, 6.2545, 14.5303
O, 11.8269, 4.9405, 15.8853
O, 0.2931, 8.3595, 13.623
O, 4.4539, 7.9023, 21.6057
O, 10.9022, 9.1758, 16.1945
O, 0.5297, 12.6465, 12.5246
O, 8.5553, 3.0219, 10.9533
O, 10.776, 0.5882, 20.8356
O, 10.5649, 4.724, 18.2412
O, 8.6687, 1.4383, 19.3735
O, 2.8512, 6.4626, 19.2519
O, 11.1463, -8.6617, 18.9319
O, 6.162, 12.3871, 19.4489
O, 14.2825, 4.0278, 15.7439
O, 8.2613, 5.5774, 21.7933
O, 4.7725, 6.5118, 11.3741
O, 4.8948, 8.1755, 14.8739
O, -2.0895, 8.4477, 17.6884
O, 5.1133, 13.3392, 14.6417
O, 3.1118, -0.334, 11.173
O, 7.4626, -4.793, 17.7865
O, 4.0775, 1.1968, 21.0002
O, 13.8757, 1.7579, 13.4033
H, 1.3478, -3.1352, 18.7334

Results
free energy: -58951.129 eV
free energy less fixed offsets of As -2657.37, H -15.86, O -447.96, Si -113.29 eV per atom: 1.991 eV
gap between the highest filled and lowest empty level on this k mesh: 1.207 eV

The program warned: the cutoff lies below the one the program advises for these potential files; the model core charge is not resolved on the grid; the forces do not sum to zero within the program's tolerance; the exchange-correlation potential is rough where the density is thin.
